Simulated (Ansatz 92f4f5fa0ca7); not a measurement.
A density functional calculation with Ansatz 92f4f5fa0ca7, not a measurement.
Periodic cell of 222 atoms, Si131O89As2, from a study of silicon, its oxide and their interface. The atomic structure is a simulated model.
This geometry differs little from another in the collection (a relaxation step or a small displacement).

Settings: functional PBE; potential files Ansatz PAW; basis plane waves; wave-function cutoff 700 eV; density cutoff ratio 5; exchange-correlation grid ratio 1; k mesh 2 x 2 x 1, shifted by 0.5 0.5 0.5 of a step; self-consistency stop 5e-08 eV per atom in the density residual; occupations fixed; spin none; net charge 0.

Cell vectors (angstrom)
a, 10.938, 0, 0
b, 0, 10.938, 0
c, 0, 0, 32.1988

Atoms: element, x, y, z (angstrom)
Si, 10.6143, 0.2423, 24.8546
Si, 5.9042, 10.5953, 24.6164
As, 2.4263, 2.9001, 24.3202
Si, 8.4353, 2.4897, 24.8114
As, 0.4609, 5.0426, 24.8758
Si, 5.1203, 5.7059, 24.6853
Si, 2.9295, 8.013, 24.5886
Si, 8.0554, 8.2897, 24.8413
Si, 1.3442, 1.4567, 26.0019
Si, 6.8535, 1.2989, 26.0728
Si, 3.9587, 4.0622, 25.9413
Si, 9.5541, 4.1139, 26.1232
Si, 1.3826, 6.9087, 26.0683
Si, 6.7303, 6.8026, 26.0733
Si, 4.1412, 9.5837, 25.8983
Si, 9.5084, 9.5842, 26.1807
Si, 2.7506, 0.0256, 27.2842
Si, 8.1579, -0.0066, 27.5418
Si, 0.0024, 2.7451, 27.4708
Si, 5.4151, 2.7314, 27.3132
Si, 2.7215, 5.4678, 27.4165
Si, 8.1436, 5.4768, 27.4191
Si, -0.0023, 8.2298, 27.444
Si, 5.4181, 8.2325, 27.4153
Si, 4.087, 1.3654, 28.7286
Si, 9.5704, 1.369, 28.8295
Si, 1.362, 4.1207, 28.8089
Si, 6.7951, 4.0734, 28.7464
Si, 4.0901, 6.8398, 28.7837
Si, 9.5508, 6.8365, 28.7792
Si, 1.4052, 9.6045, 28.7406
Si, 6.7805, 9.5565, 28.8369
Si, 0.0193, -0.0071, 30.1489
Si, 5.4391, 0.0208, 30.1552
Si, 2.7379, 2.732, 30.138
Si, 8.185, 2.7448, 30.1486
Si, -0.0127, 5.4787, 30.1555
Si, 5.4659, 5.4663, 30.1389
Si, 2.7266, 8.2139, 30.1401
Si, 8.195, 8.2027, 30.1574
Si, 1.3673, 1.3673, 31.515
Si, 6.8362, 1.3673, 31.515
Si, 4.1018, 4.1018, 31.515
Si, 9.5708, 4.1018, 31.515
Si, 1.3673, 6.8362, 31.515
Si, 6.8362, 6.8362, 31.515
Si, 4.1018, 9.5708, 31.515
Si, 9.5708, 9.5708, 31.515
Si, 2.7345, 0, 0.6835
Si, 8.2035, 0, 0.6835
Si, 0, 2.7345, 0.6835
Si, 5.469, 2.7345, 0.6835
Si, 2.7345, 5.469, 0.6835
Si, 8.2035, 5.469, 0.6835
Si, 0, 8.2035, 0.6835
Si, 5.469, 8.2035, 0.6835
Si, 4.1229, 1.3594, 2.0536
Si, 9.5671, 1.3557, 2.0524
Si, 1.367, 4.1221, 2.0364
Si, 6.8489, 4.0853, 2.0577
Si, 4.1059, 6.8283, 2.0541
Si, 9.5793, 6.8358, 2.0514
Si, 1.3815, 9.5495, 2.0504
Si, 6.8316, 9.5875, 2.0494
Si, -0.0051, -0.036, 3.3875
Si, 5.4916, 0.0105, 3.4664
Si, 2.7748, 2.7811, 3.3629
Si, 8.193, 2.6968, 3.4472
Si, 0.0202, 5.479, 3.4328
Si, 5.4842, 5.4626, 3.407
Si, 2.7679, 8.2059, 3.4449
Si, 8.209, 8.2225, 3.3813
Si, 1.3958, 1.3844, 4.6284
Si, 6.8485, 1.3461, 4.9037
Si, 4.1582, 4.0815, 4.8003
Si, 9.5792, 4.0805, 4.7596
Si, 1.4164, 6.8289, 4.8171
Si, 6.8314, 6.8805, 4.7288
Si, 4.1388, 9.5733, 4.8416
Si, 9.5592, 9.5473, 4.7884
Si, 2.7486, 0.1044, 6.0564
Si, 8.2089, -0.0656, 6.2617
Si, 0.0321, 2.6665, 6.0352
Si, 5.4778, 2.7207, 6.2879
Si, 2.8174, 5.4714, 6.1758
Si, 8.1781, 5.473, 6.0426
Si, 0.0146, 8.1823, 6.1515
Si, 5.5331, 8.2161, 6.225
Si, 3.8405, 1.564, 7.5975
Si, 9.8427, 1.1363, 7.4448
Si, 1.6336, 3.7902, 7.3052
Si, 6.6541, 4.4086, 7.4786
Si, 4.4112, 6.6268, 7.5362
Si, 9.3721, 6.9418, 7.4044
Si, 1.143, 9.9128, 7.2907
Si, 7.1641, 9.2206, 7.6615
O, 8.3182, 8.0835, 7.9097
O, 2.722, 2.729, 7.9504
O, 9.5497, 1.3841, 24.2777
O, 4.0169, 6.835, 24.1397
O, 0.0319, 0.0222, 7.9513
O, 5.5298, 5.5042, 8.0271
O, 7.0007, 9.4137, 24.257
O, 3.8692, 7.3846, 8.9215
O, 0.8088, 4.363, 8.5923
O, 9.8194, 6.1699, 8.8006
O, 2.1106, 9.3766, 8.5008
O, 7.5057, 3.9176, 8.805
O, 4.2758, 0.908, 9.0606
O, 6.7345, 9.5458, 9.216
O, 9.2153, 1.8569, 8.7884
O, 7.7159, 3.1626, 23.5029
O, 10.7486, 5.6603, 23.2958
O, 5.6209, 0.23, 23.1027
O, 5.8513, 5.0846, 23.3484
O, 3.4278, 1.4788, 23.5766
O, 2.2777, 8.6983, 23.2213
O, 8.7814, 7.5006, 23.5965
O, 0.2111, 10.3296, 23.573
Si, 4.5979, 1.334, 22.461
Si, 3.5026, 7.8955, 14.0172
Si, 7.1263, 0.9279, 14.6499
Si, 0.9237, 9.3312, 22.5181
Si, 1.1912, 4.2843, 11.8706
Si, 6.2841, 8.9272, 15.2891
Si, 0.6871, 1.3444, 12.2896
Si, 8.6195, 4.9062, 20.5236
Si, 0.3318, 5.7007, 9.3581
Si, 5.1145, 3.0845, 17.9251
Si, 0.8919, 3.7114, 16.7444
Si, 10.4041, 2.8038, 19.2236
Si, 5.2896, 1.1614, 10.3395
Si, 0.9005, 0.1431, 19.8352
Si, 6.6537, 9.4398, 10.8541
Si, 9.3582, 9.6458, 18.3059
Si, 9.4045, 9.2143, 12.5515
Si, 6.546, 3.8227, 22.5795
Si, 2.4478, 8.0589, 9.3724
Si, 10.6126, 7.3369, 17.0642
Si, 2.531, 6.2541, 16.5668
Si, 10.1928, 4.4603, 14.1802
Si, 6.1642, 9.1361, 18.485
Si, 7.9727, 2.5615, 9.5737
Si, 8.89, 2.12, 12.4416
Si, 5.3601, 6.2038, 18.0513
Si, 3.9551, 0.5056, 19.4326
Si, 4.2871, 3.8172, 12.0361
Si, 5.5571, 6.5746, 12.1173
Si, 8.028, 2.4641, 17.2136
Si, 4.3714, 2.4534, 14.9493
Si, 1.5469, 1.1865, 15.2478
Si, 1.5836, 9.3894, 12.0383
Si, 8.0697, 6.8155, 13.8377
Si, 10.3962, 9.8018, 15.4694
Si, 9.9145, 6.8744, 22.6003
Si, 8.1362, 5.4541, 17.4173
O, 6.0562, 7.9374, 11.2756
O, 6.0533, 9.1445, 16.8691
O, 7.6903, 1.3375, 13.1815
O, 0.8979, 1.7258, 13.86
O, 9.4496, 6.2252, 16.8743
O, 6.7827, 6.1656, 13.1023
O, 5.1475, 4.6205, 18.5951
O, 9.2416, 2.1013, 18.2656
O, 2.3853, 0.0616, 19.0778
O, 9.4224, 10.1964, 16.7439
O, 2.7984, 4.4127, 11.6974
O, 5.0825, 10.2734, 19.0377
O, 9.4385, 3.2119, 13.4872
O, 0.4722, 1.7331, 19.9538
O, 3.1597, 1.3416, 15.0493
O, 8.194, 5.3732, 19.0342
O, 3.9163, 6.5597, 17.3724
O, 4.5974, 3.2545, 16.3672
O, 9.0796, 5.637, 14.3001
O, 5.3993, 2.7386, 22.1917
O, 10.6903, 4.1186, 15.6763
O, 0.3381, 3.8323, 18.2769
O, 10.4431, 10.492, 19.1911
O, 9.6578, 9.9894, 14.0107
O, 10.8881, 8.0889, 22.1099
O, 1.198, 2.1274, 16.526
O, 9.7145, 3.693, 20.4105
O, 8.1669, 3.9978, 16.6992
O, -0.0274, 9.0792, 11.8859
O, 6.5978, 2.3785, 17.9967
O, 5.591, 10.6971, 11.1877
O, 7.7702, 9.5516, 18.8226
O, 10.0391, 1.0009, 12.0467
O, 1.3249, 6.9408, 9.0622
O, 0.6395, 4.7372, 13.3424
O, 5.7279, 7.5802, 18.9659
O, 5.2446, 5.0607, 11.4968
O, 2.7332, 6.9438, 15.1026
O, 0.924, 2.7191, 11.4562
O, 0.8739, 10.6549, 15.5309
O, 2.4248, 8.5695, 10.9079
O, 4.7049, 2.4082, 11.2613
O, 4.2655, 3.4876, 13.6658
O, 2.2131, 4.645, 16.4891
O, 10.7242, 8.2155, 15.6819
O, 6.9429, 10.2597, 14.6488
O, 2.35, 8.918, 13.4192
O, 8.0386, 1.4948, 15.8933
O, 4.1435, 6.9647, 12.8414
O, 4.1861, 1.9676, 18.6939
O, 7.258, 4.3703, 21.2335
O, 8.418, 2.9092, 11.0985
O, 1.2025, 6.8344, 17.3462
O, 5.6576, 1.5372, 14.7375
O, 8.141, 9.7291, 11.5766
O, 9.2063, 6.2108, 21.2957
O, 8.9803, 7.679, 12.8269
O, 1.6651, 0.0964, 11.881
O, 6.6702, 6.1066, 17.0537
O, 7.4114, 7.7652, 15.0051
O, 1.2046, 10.2545, 21.2129
O, 10.0603, 8.1724, 18.3423
O, 4.0568, 0.7615, 21.0393
O, 0.3456, 5.312, 10.924
O, 6.7064, 1.5535, 9.631
O, 4.7905, 8.6769, 14.6621

Results
free energy: -143623.625 eV
free energy less fixed offsets of As -4857.07, O -569.03, Si -635.61 eV per atom: -0.905 eV

Forces (eV/angstrom), in the order of the atoms: element, x, y, z
Si, -0.0434, 0.0111, -0.043
Si, 0.0373, -0.0087, -0.0293
As, 0.0026, 0.0021, -0.0184
Si, 0.0244, -0.0244, -0.0366
As, -0.0348, 0.0143, 0.0278
Si, -0.0052, 0.0337, -0.0473
Si, 0.02, -0.0289, -0.0457
Si, -0.0066, 0.0126, -0.0039
Si, -0.0024, 0.0446, 0.0073
Si, -0.0004, -0.0182, -0.0001
Si, -0.033, -0.0076, 0.0049
Si, 0.018, -0.0097, -0.0067
Si, -0.0055, -0.0189, -0.0089
Si, 0.0058, -0.0023, -0.0114
Si, 0.0041, -0.0128, 0.0187
Si, 0.0027, 0.0009, -0.0233
Si, 0.0233, -0.0109, 0.019
Si, -0.0059, -0.0016, -0.0017
Si, -0.0032, -0.0029, -0.0101
Si, 0.0006, -0.0036, 0.0156
Si, -0.0022, 0.0042, -0.0071
Si, 0.0046, 0.0142, 0.0066
Si, -0.0051, -0.0068, 0.0129
Si, 0.0094, 0.0087, 0.0035
Si, -0.0129, 0.0081, -0.0188
Si, -0.003, 0.0101, -0.0204
Si, 0.0013, 0.0014, -0.0047
Si, -0.0176, -0.0159, 0.0036
Si, -0.0097, 0.0114, -0.0087
Si, 0.009, -0.0143, -0.0357
Si, 0.0108, 0.0092, -0.0043
Si, -0.0062, -0.01, -0.0314
Si, 0.0111, 0.0067, -0.0053
Si, -0.0114, 0.0125, -0.0093
Si, 0.0119, -0.0114, -0.0064
Si, -0.0109, -0.0008, 0.0031
Si, -0.01, 0.007, -0.0031
Si, -0.0045, -0.0139, -0.008
Si, 0.0032, 0.0077, 0.005
Si, 0.0097, -0.0073, -0.0036
Si, 0.0755, 0.0218, 0.0287
Si, -0.0535, 0.0564, 0.0003
Si, 0.0096, -0.0423, -0.0258
Si, -0.1188, 0.057, 0.0059
Si, -0.059, 0.1287, -0.051
Si, -0.0003, -0.1062, 0.0406
Si, -0.1293, 0.0207, 0.0276
Si, 0.0635, -0.0154, -0.0083
Si, 0.0497, -0.0451, 0.0975
Si, -0.0402, 0.0551, -0.1107
Si, -0.0489, -0.0186, 0.0455
Si, 0.1109, -0.0344, -0.0075
Si, -0.0117, 0.1365, -0.146
Si, 0.0797, -0.0947, 0.0881
Si, 0.0895, -0.1123, -0.0316
Si, -0.0187, 0.0386, 0.0378
Si, 0.008, -0.0124, 0.0044
Si, -0.0077, 0.0113, -0.0036
Si, -0.0053, 0.0049, 0.0018
Si, 0.0071, -0.0077, 0.002
Si, -0.0092, 0.0057, -0.0016
Si, 0.0115, -0.0131, 0.0007
Si, 0.011, -0.0078, 0.0024
Si, -0.0083, 0.0084, -0.0001
Si, -0.0173, -0.015, 0.0197
Si, 0.003, 0.0059, 0.0034
Si, 0.0122, 0.0081, 0.019
Si, -0.0107, -0.0091, 0.0182
Si, 0.0043, 0.0043, 0.0142
Si, -0.0107, -0.0081, 0.0103
Si, -0.0021, 0, 0.0197
Si, 0.0075, 0.0081, 0.0094
Si, 0.0086, -0.0003, 0.0017
Si, -0.0003, 0.0003, -0.0083
Si, -0.0034, -0.0038, 0.0062
Si, -0.001, 0, 0.0066
Si, -0.0014, -0.0024, -0.0013
Si, -0.0076, 0.0054, 0.0084
Si, 0.01, -0.013, -0.0002
Si, -0.0066, 0.0023, 0.0077
Si, 0.0066, 0.0171, 0.01
Si, -0.0076, 0.0012, -0.0184
Si, -0.0036, -0.0129, 0.0083
Si, -0.0068, 0.0076, -0.0214
Si, 0.0109, 0.0081, -0.0067
Si, 0.0134, -0.01, 0.0025
Si, -0.0062, 0.0117, -0.0115
Si, 0.0016, 0.0048, -0.0227
Si, -0.0399, 0.0067, 0.0351
Si, 0.0285, -0.004, 0.037
Si, 0.0063, -0.0247, 0.03
Si, 0.004, 0.0339, 0.0392
Si, 0.0143, -0.0112, 0.0414
Si, -0.0226, -0.0034, 0.0336
Si, -0.0006, 0.027, 0.0275
Si, 0.0247, -0.0306, 0.054
O, -0.0063, 0.0047, 0.013
O, 0.0117, -0.0141, 0.0235
O, -0.0043, -0.0091, -0.0307
O, 0.0084, 0.0135, -0.0241
O, -0.0034, 0.0034, 0.0184
O, -0.0009, 0.0002, 0.0145
O, -0.0152, 0.0102, -0.0353
O, -0.0036, -0.0052, -0.0153
O, 0.0076, 0.0176, -0.0081
O, 0.0121, 0.0038, -0.0114
O, -0.0156, -0.0262, 0.0025
O, -0.012, -0.0194, -0.0074
O, 0.0047, 0.0212, -0.0107
O, 0.0032, -0.0109, -0.012
O, -0.0115, -0.0012, -0.0086
O, -0.012, -0.0033, 0.0023
O, -0.0018, 0.0145, -0.0049
O, 0.0006, -0.0089, -0.0072
O, -0.0003, -0.0168, 0.005
O, 0.0126, -0.0053, 0.0346
O, -0.0092, -0.0097, 0.0128
O, -0.0009, 0.0072, 0.0009
O, 0.0123, -0.0026, 0.0053
Si, 0.0146, 0.0182, -0.0165
Si, -0.0048, -0.0009, 0.0007
Si, 0.0046, -0.0023, -0.0017
Si, -0.0132, -0.0054, -0.0005
Si, -0.0012, 0.0052, -0.0038
Si, 0.0017, -0.0006, 0.0006
Si, 0.0033, -0.0018, -0.0067
Si, -0.0012, 0.0021, 0.0062
Si, 0.0082, 0.0075, -0.0047
Si, -0.0025, -0.0018, -0.0024
Si, -0.0003, 0.0023, 0.0039
Si, 0.0017, 0.0014, 0.008
Si, 0.0058, 0.0052, -0.0053
Si, 0.0011, 0.0059, 0.0081
Si, 0.0091, -0.001, 0.0053
Si, 0.0052, -0.0017, -0.0025
Si, 0.0013, -0.0009, -0.0031
Si, 0.0009, 0.0017, -0.0014
Si, -0.0125, -0.0044, -0.007
Si, -0.0056, 0.0061, 0.0001
Si, -0.0011, -0.0002, -0.0034
Si, -0.0007, 0.002, 0.0035
Si, 0.0028, -0.0057, -0.0049
Si, -0.0014, -0.0022, -0.001
Si, 0.0005, -0.0026, -0.0045
Si, 0.003, 0.0008, 0.0041
Si, -0.0108, 0.0041, 0.0084
Si, -0.0092, 0.0045, 0.0051
Si, -0.0016, -0.0024, 0.0046
Si, 0.0035, -0.0035, 0.0006
Si, -0.0034, 0.0031, -0.0002
Si, 0.0004, -0.0033, 0.0037
Si, 0.0045, -0.0012, -0.0015
Si, 0.0011, -0.0048, 0.0042
Si, -0.0001, -0.0006, -0.0017
Si, -0.0031, -0.0028, -0.0078
Si, -0.0002, -0.0068, 0.0044
O, -0.0034, 0.0076, 0.004
O, 0.0124, -0.0072, 0.0071
O, 0.0152, 0.0012, 0.0037
O, 0.0063, -0.0193, -0.0047
O, -0.0039, -0.0021, -0.0043
O, 0.0138, 0.0217, 0.0016
O, 0.0021, -0.0037, -0.011
O, -0.0052, 0.0314, -0.0032
O, 0.0119, 0.006, 0.0098
O, 0.0176, -0.0167, 0.0117
O, -0.0037, -0.002, 0.0105
O, -0.0032, -0.0025, -0.0046
O, 0.0081, 0.0031, -0.0088
O, -0.0002, 0.013, -0.0123
O, -0.0012, 0.019, 0.0011
O, 0.0061, -0.0098, -0.0137
O, -0.0106, -0.0059, -0.0045
O, 0.006, -0.0204, 0.011
O, -0.0009, -0.0091, 0.0004
O, 0.0107, -0.0064, 0.0102
O, 0.0093, -0.0057, 0.0059
O, -0.0092, -0.0196, -0.0094
O, 0.001, -0.0103, -0.0054
O, 0.0179, -0.0225, 0.0076
O, 0.0163, 0.0219, 0.0098
O, -0.0005, 0.0082, -0.0226
O, -0.0133, 0.008, -0.025
O, 0, -0.0132, 0.0225
O, 0.0111, 0.0026, 0.0091
O, 0.0053, 0.0108, -0.0189
O, 0.0006, 0.0033, -0.0089
O, 0.001, 0.0067, -0.0085
O, -0.0014, 0.0359, 0.0205
O, 0.0038, -0.004, 0.0271
O, -0.008, -0.0162, -0.0035
O, -0.0094, 0.0034, -0.0126
O, -0.0075, -0.0098, -0.0148
O, 0.0094, 0.0056, 0.0043
O, -0.0069, 0.0026, 0.0174
O, -0.0225, 0.0008, -0.0085
O, -0.0126, 0.002, -0.0079
O, 0.0173, 0, -0.0018
O, 0.0013, -0.019, -0.0043
O, -0.0131, -0.0017, 0.0038
O, -0.0068, 0.0172, 0.0202
O, -0.0094, 0.0007, 0.0133
O, 0.0105, -0.0051, -0.0009
O, -0.0201, 0.0083, 0.0006
O, 0.0091, 0.0101, 0.006
O, 0.0134, -0.0043, -0.0011
O, 0.016, -0.0005, 0.0136
O, -0.0008, -0.0233, -0.0041
O, 0.0094, -0.0072, -0.0103
O, 0.007, 0.0113, 0.0029
O, -0.026, -0.0084, -0.0145
O, -0.0064, -0.0145, 0.0059
O, -0.016, 0.0137, 0.0157
O, -0.0193, -0.0011, 0.0196
O, 0.0013, -0.0003, -0.0009
O, -0.0032, 0.0075, -0.0031
O, -0.0102, -0.0106, -0.0038
O, -0.0013, 0.0113, -0.0286
O, 0.0042, 0.0008, -0.0102
O, 0.0143, -0.0075, -0.0163
O, 0.0001, 0.0176, 0.0252
O, 0.0007, -0.006, -0.002

The program warned: the cutoff lies below the one the program advises for these potential files; the exchange-correlation potential is rough where the density is thin.
